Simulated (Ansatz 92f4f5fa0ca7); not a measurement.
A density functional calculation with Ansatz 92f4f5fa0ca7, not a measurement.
Periodic cell of 222 atoms, Si131O89P2, from a study of silicon, its oxide and their interface. The atomic structure is a simulated model.
Doubt: the cutoff is far below the 930 eV that the study's wrapper takes by default for these files, so forces and energies are approximate.
This geometry differs little from another in the collection (a relaxation step or a small displacement).

Settings
functional: PBE
potential files: Ansatz PAW
basis: plane waves
wave-function cutoff: 580 eV
density cutoff ratio: 5
exchange-correlation grid ratio: 1
k mesh: 1 x 1 x 1, Gamma-centred
self-consistency stop: 5e-08 eV per atom in the density residual
occupations: fixed
spin: none
net charge: 0

Cell vectors (angstrom)
a 10.938 0 0
b 0 10.938 0
c 0 0 32.1988

Atoms and the computed forces on them: element, x, y, z (angstrom), force x, y, z (eV/angstrom)
Si 10.6477 0.272 24.8609 -0.0195 0.0472 0.0274
Si 5.7247 10.7231 24.7685 0.0601 -0.0694 -0.2291
P 2.4644 2.9179 24.5394 -0.0314 -0.1175 -0.1172
Si 8.4621 2.5211 24.8337 0.0338 0.0011 0.0329
P 0.2038 5.2372 24.717 -0.0608 0.0529 -0.0227
Si 5.1256 5.7046 24.7043 -0.0602 0.0181 0.0003
Si 2.8871 7.9726 24.6196 0.0209 -0.0444 0.0156
Si 7.9376 8.4344 24.6966 -0.1107 0.1288 -0.0229
Si 1.4151 1.4517 26.0271 0.0269 -0.0137 0.0315
Si 6.8617 1.3575 26.1224 -0.0003 -0.0226 0.0304
Si 3.9978 4.0093 25.9634 0.0586 -0.0465 -0.0084
Si 9.6584 4.1358 26.1105 0.0268 0.0199 -0.0129
Si 1.3224 6.7803 26.0283 -0.0288 -0.0082 -0.0205
Si 6.7732 6.8302 26.0054 0.0035 0.001 0.0214
Si 4.0635 9.5495 25.9849 0.0257 -0.0102 0.0359
Si 9.5022 9.5742 26.1047 -0.0108 0.0102 0.028
Si 2.7321 0.0011 27.3595 -0.0839 0.0105 -0.0023
Si 8.168 -0.024 27.5144 0.0314 -0.0066 0.0057
Si 0.0453 2.745 27.4798 -0.007 -0.0009 -0.0539
Si 5.4415 2.7451 27.3786 0.0027 0.0766 0.0159
Si 2.7046 5.4209 27.4049 0.0093 0.0035 -0.058
Si 8.1794 5.4868 27.3741 -0.003 -0.0496 0.0043
Si -0.0157 8.1978 27.389 0.0531 -0.0009 0.0084
Si 5.4435 8.2127 27.4055 -0.0148 -0.018 -0.0035
Si 4.0944 1.3602 28.7547 0.0026 -0.0044 0.0179
Si 9.584 1.358 28.808 -0.0132 -0.0055 -0.0337
Si 1.3699 4.1146 28.8436 -0.0071 -0.0233 -0.0511
Si 6.8261 4.105 28.7475 0.0124 0.0025 0.0366
Si 4.0941 6.8143 28.7538 -0.0003 -0.0025 -0.0109
Si 9.5496 6.8407 28.7647 0.0031 -0.0027 0.008
Si 1.3702 9.5694 28.7423 -0.0178 -0.0056 0.0317
Si 6.7887 9.5508 28.8283 0.0139 0.0018 -0.01
Si 0.0151 -0.014 30.1485 0.0268 -0.0076 0.0002
Si 5.4508 0.0105 30.1581 -0.0169 0.0192 0.0148
Si 2.7457 2.7255 30.1563 -0.0053 0.0007 -0.0138
Si 8.1989 2.7419 30.1371 -0.0094 0.0146 0.0127
Si -0.0181 5.4857 30.1581 -0.005 0.01 -0.0107
Si 5.4687 5.4669 30.137 0.009 -0.0184 -0.0037
Si 2.7306 8.1965 30.1256 -0.0127 0.0119 0.0089
Si 8.1975 8.201 30.1545 0.0151 -0.0171 0.0054
Si 1.3673 1.3673 31.515 0.0545 -0.0492 0.0415
Si 6.8362 1.3673 31.515 0.0346 0.0761 -0.0679
Si 4.1018 4.1018 31.515 0.0827 -0.0339 0.0158
Si 9.5708 4.1018 31.515 -0.0918 0.0324 -0.0126
Si 1.3673 6.8362 31.515 -0.0295 0.1093 -0.0619
Si 6.8362 6.8362 31.515 -0.0256 -0.0483 0.0152
Si 4.1018 9.5708 31.515 -0.1363 -0.079 -0.0646
Si 9.5708 9.5708 31.515 0.0076 -0.009 0.0011
Si 2.7345 0 0.6835 0.0106 -0.0482 0.1178
Si 8.2035 0 0.6835 -0.0471 0.0582 -0.0918
Si 0 2.7345 0.6835 -0.0456 -0.0053 0.0678
Si 5.469 2.7345 0.6835 0.1158 -0.0076 0.0121
Si 2.7345 5.469 0.6835 -0.0308 0.1457 -0.1424
Si 8.2035 5.469 0.6835 0.0485 -0.1127 0.1002
Si 0 8.2035 0.6835 0.1066 -0.0848 -0.0224
Si 5.469 8.2035 0.6835 -0.0161 0.0369 0.0692
Si 4.1227 1.3606 2.0548 0.0091 -0.0165 -0.0026
Si 9.5646 1.3568 2.0526 0.0037 0.0071 0.0018
Si 1.3685 4.1224 2.0354 -0.0152 -0.0038 -0.0031
Si 6.8464 4.0877 2.0591 0.0073 -0.0083 -0.0015
Si 4.1039 6.8298 2.0542 0.0028 0.0073 0.0026
Si 9.578 6.8375 2.0511 0.001 -0.0062 -0.0043
Si 1.3795 9.5509 2.0517 0.0142 -0.0033 -0.0024
Si 6.828 9.5925 2.049 -0.0155 0.0016 0.0026
Si -0.008 -0.0341 3.3877 0.0141 0.0224 0.0118
Si 5.4894 0.0126 3.471 -0.0106 -0.002 -0.0246
Si 2.7744 2.7848 3.3621 -0.0147 -0.0246 0.0264
Si 8.1887 2.6973 3.4483 0.0176 0.021 -0.012
Si 0.0193 5.4799 3.4316 -0.0087 -0.0036 -0.0005
Si 5.4802 5.4649 3.4085 0.0102 0.0092 -0.0015
Si 2.7671 8.2086 3.4467 -0.0107 -0.0004 -0.0137
Si 8.2045 8.2269 3.3785 0.0043 -0.014 0.0156
Si 1.3917 1.3903 4.6303 0.0038 0.0008 -0.0021
Si 6.8438 1.3508 4.9043 0.0006 0.0014 0.0156
Si 4.1546 4.0855 4.8017 0.001 -0.001 0.0097
Si 9.5738 4.0849 4.7595 0.0003 0.0001 0.0006
Si 1.412 6.8334 4.816 0.002 0.0038 0.008
Si 6.8253 6.8872 4.7298 0.0012 0.0005 -0.0031
Si 4.1343 9.5779 4.8447 0.0004 0.0031 0.0077
Si 9.5545 9.5512 4.7873 0.0029 -0.0012 0.0073
Si 2.7455 0.1108 6.0596 -0.0095 0.0122 -0.0088
Si 8.2049 -0.0587 6.261 0.0037 -0.0095 0.0082
Si 0.0273 2.6752 6.0387 0.0063 -0.0104 -0.0124
Si 5.4754 2.7263 6.2897 -0.0046 0.0067 0.0083
Si 2.8134 5.4791 6.1757 0.0009 -0.0046 0.0017
Si 8.1736 5.4806 6.0424 -0.0022 0.0005 -0.0056
Si 0.0115 8.1885 6.1516 -0.0028 0.0023 0.0034
Si 5.5282 8.2241 6.2305 0.0057 -0.0063 -0.0051
Si 3.8354 1.5736 7.6006 0.0047 -0.0033 -0.0199
Si 9.8372 1.1436 7.4468 -0.0028 0.0006 -0.0123
Si 1.6281 3.8012 7.3069 0.0017 0.0005 -0.0176
Si 6.6499 4.4171 7.4794 -0.0013 -0.003 -0.0189
Si 4.4048 6.6349 7.5409 -0.0006 -0.0037 -0.0126
Si 9.3661 6.9507 7.4039 0.0045 -0.0019 -0.0154
Si 1.139 9.9203 7.2924 -0.0002 -0.0034 -0.0195
Si 7.1595 9.231 7.6661 0.0035 0.0035 -0.0164
O 8.3134 8.093 7.9107 -0.004 -0.0004 0.0142
O 2.7174 2.7397 7.9484 -0.0023 -0.0031 0.0203
O 9.5547 1.3919 24.2984 0.0166 0.0175 -0.0328
O 4.0145 6.8301 24.1723 0.0056 -0.0113 -0.0104
O 0.0259 0.0284 7.9519 0.0017 -0.0004 0.0169
O 5.5231 5.5103 8.0283 0.0005 0.0034 0.0167
O 6.8182 9.5771 24.3365 -0.0502 0.0542 0.0838
O 3.8607 7.391 8.9278 -0.0011 0.001 0.0191
O 0.8068 4.375 8.5964 0 0.0001 0.021
O 9.8125 6.1767 8.7993 0.0033 -0.0026 0.0221
O 2.1094 9.3867 8.5022 -0.0013 0.0009 0.0202
O 7.5044 3.9281 8.8051 0.0023 -0.0004 0.02
O 4.266 0.9243 9.0687 0.0038 -0.0001 0.0262
O 6.7333 9.5594 9.2223 0.001 -0.0031 0.0282
O 9.2062 1.8613 8.7915 -0.0025 0.0032 0.0218
O 7.7092 3.1634 23.522 -0.0061 0.0141 -0.0599
O 10.0269 6.2184 23.9595 -0.0472 0.1087 -0.1189
O 5.2943 0.3681 23.289 -0.0514 0.0499 0.0892
O 5.8593 5.1061 23.3562 -0.0016 0.0038 -0.0172
O 3.1746 1.8837 23.4264 0.0836 0.1181 -0.0734
O 2.2892 8.6973 23.2397 -0.0107 -0.0027 -0.0256
O 8.4154 7.9904 23.1701 0.0164 -0.0194 -0.0415
O 0.2723 10.3899 23.5688 -0.0048 0.0058 -0.046
Si 4.4605 1.4943 22.4693 -0.0004 -0.0787 0.191
Si 3.4936 7.9249 14.0283 0.0011 0.0003 -0.0318
Si 7.1244 0.9562 14.6685 -0.0025 -0.002 -0.0317
Si 0.9451 9.3453 22.5364 -0.0015 -0.0214 0.0886
Si 1.18 4.3056 11.8792 0.0005 0.0016 -0.0356
Si 6.268 8.9582 15.3155 0.0007 -0.0028 -0.0258
Si 0.6796 1.364 12.2948 0.0009 -0.0019 -0.033
Si 8.6558 4.922 20.5555 -0.0277 0.0033 0.0361
Si 0.3253 5.7128 9.359 -0.0011 -0.0007 -0.0402
Si 5.1095 3.1123 17.9378 -0.002 -0.0014 -0.0191
Si 0.8822 3.7338 16.7523 0.0059 0.0002 -0.0366
Si 10.4073 2.807 19.2376 0.0073 -0.0154 -0.0171
Si 5.2801 1.1805 10.3462 -0.0038 -0.0015 -0.0418
Si 0.899 0.1479 19.8454 0.0002 -0.0179 0.0034
Si 6.6467 9.4579 10.8605 0.0002 0.0023 -0.0406
Si 9.3454 9.6715 18.3181 -0.0036 0.0063 -0.0238
Si 9.3933 9.2366 12.5675 -0.0012 -0.0004 -0.0345
Si 6.5623 3.8516 22.5936 -0.0069 -0.0262 0.079
Si 2.4402 8.0697 9.3769 0.0012 -0.0016 -0.0421
Si 10.6149 7.3667 17.0801 0.0023 0.0052 -0.0291
Si 2.5285 6.2842 16.5804 0.0041 0.0062 -0.0257
Si 10.178 4.4836 14.1892 -0.0015 0.0007 -0.0385
Si 6.1464 9.1727 18.512 -0.0023 0.0018 -0.0128
Si 7.9665 2.5721 9.5763 0.0032 -0.003 -0.0447
Si 8.881 2.1386 12.4494 0.0025 0.001 -0.0354
Si 5.3606 6.2343 18.0736 -0.0028 0.0057 -0.0169
Si 3.9349 0.5458 19.4548 -0.0029 -0.0041 0.0011
Si 4.2788 3.8378 12.0466 0.0019 -0.0026 -0.0354
Si 5.5464 6.5987 12.1311 0.0022 0.001 -0.0329
Si 8.0252 2.4851 17.2387 -0.003 -0.0039 -0.027
Si 4.3662 2.4789 14.9624 0.0013 0.0037 -0.0319
Si 1.5446 1.2097 15.254 0.0009 -0.0035 -0.0336
Si 1.5719 9.4075 12.043 0.0019 -0.0022 -0.0336
Si 8.0522 6.8411 13.8649 0.0003 0.0001 -0.0291
Si 10.3888 9.8295 15.4821 -0.0013 -0.001 -0.0298
Si 9.6804 7.1136 22.6318 0.0674 -0.0478 0.134
Si 8.1546 5.4879 17.4593 -0.0026 -0.0034 -0.0261
O 6.0481 7.9561 11.2835 -0.0013 -0.0068 0.0182
O 6.0206 9.1833 16.8953 0.0013 -0.0003 0.0125
O 7.6853 1.3549 13.196 -0.0022 -0.0021 0.0183
O 0.8975 1.746 13.8643 0.0022 -0.0007 0.0218
O 9.4649 6.2424 16.8857 0.0023 -0.0012 0.0162
O 6.7664 6.1943 13.125 0.0025 -0.0009 0.016
O 5.1512 4.6473 18.6107 0.0014 -0.0012 0.0108
O 9.2359 2.1063 18.2891 -0.0009 0.0012 0.0113
O 2.3796 0.0797 19.0775 -0.0042 -0.0015 0.0008
O 9.4139 10.2238 16.7573 0.0015 -0.0022 0.0153
O 2.7884 4.4316 11.7111 0.0012 -0.0014 0.0162
O 5.077 10.3154 19.091 -0.0011 0.0042 0.0075
O 9.426 3.2369 13.4904 0.002 0.0021 0.0161
O 0.477 1.7391 19.9695 -0.007 0.0087 -0.0032
O 3.1582 1.3625 15.0577 -0.0018 -0.0008 0.0162
O 8.2421 5.4364 19.0788 0.0044 0.0005 0.0034
O 3.9228 6.5791 17.3761 0.0019 -0.003 0.0113
O 4.5873 3.2825 16.3815 0.0019 -0.0003 0.0168
O 9.0605 5.6566 14.3195 0.0041 -0.002 0.0128
O 5.4056 2.786 22.1725 0.0047 0.0399 -0.0148
O 10.6793 4.1318 15.6823 0.0049 -0.0023 0.0239
O 0.3299 3.8412 18.2869 -0.0028 0.0038 0.0152
O 10.4342 10.5085 19.2071 0.0009 0 0.0041
O 9.6488 10.0163 14.0247 0.0028 0.0005 0.0176
O 10.8941 8.0958 22.174 -0.0032 -0.0148 -0.0069
O 1.1994 2.1529 16.5307 -0.0013 0.0032 0.0196
O 9.7256 3.693 20.4306 0.0167 -0.0152 -0.0082
O 8.1718 4.0265 16.7539 0.0015 -0.0011 0.0182
O -0.0399 9.0962 11.9004 -0.0006 -0.0002 0.0157
O 6.588 2.3954 18.0093 0.0027 0.0005 0.008
O 5.5835 10.7152 11.1927 0.0008 -0.0019 0.0182
O 7.7573 9.5819 18.8364 0.0056 -0.0033 0.0026
O 10.0312 1.0197 12.0574 0.0008 0.0013 0.0166
O 1.3148 6.9555 9.0616 0.0003 -0.0011 0.0186
O 0.6223 4.764 13.3481 -0.0018 -0.0002 0.0208
O 5.7093 7.6158 18.9899 0.0008 -0.0029 0.0048
O 5.2352 5.0843 11.5112 0.0012 0.0014 0.0164
O 2.7254 6.9738 15.1156 -0.0003 -0.0041 0.018
O 0.9124 2.7405 11.4633 0.0007 -0.0027 0.0168
O 0.8667 10.6812 15.5415 0.0022 0.0006 0.0158
O 2.4085 8.5823 10.9129 -0.0009 0.0045 0.0237
O 4.6974 2.4297 11.2691 -0.0008 0.0035 0.0199
O 4.2594 3.5097 13.677 -0.0003 -0.0035 0.0194
O 2.1971 4.678 16.5017 -0.0029 -0.0031 0.0166
O 10.7196 8.2441 15.6971 0.0005 -0.0032 0.017
O 6.9372 10.2881 14.6805 0.0008 0.0019 0.0138
O 2.3413 8.9444 13.4255 0.004 -0.0024 0.0181
O 8.0395 1.5325 15.9064 0.0021 0.0025 0.018
O 4.1331 6.9933 12.853 -0.0016 0.0005 0.0171
O 4.1766 2.0008 18.7099 0.0012 -0.0001 0.0092
O 7.2853 4.4074 21.2579 0.0012 -0.0006 -0.0435
O 8.409 2.92 11.1023 0.0036 -0.0013 0.026
O 1.2085 6.8769 17.3664 -0.002 -0.0034 0.0164
O 5.6575 1.5697 14.7555 0.0051 -0.003 0.0149
O 8.1323 9.7475 11.5876 0.0058 -0.0007 0.0199
O 9.3083 6.1649 21.3752 -0.0135 -0.0235 -0.0013
O 8.9647 7.7052 12.8565 0.0002 -0.0019 0.0156
O 1.6532 0.1145 11.8798 -0.0001 0.0002 0.0165
O 6.689 6.1428 17.1008 0.0017 -0.0011 0.0156
O 7.3918 7.7903 15.0344 -0.0001 0.001 0.0148
O 1.219 10.2306 21.203 -0.0069 0.0162 -0.0454
O 10.0422 8.1954 18.3542 0.003 -0.0017 0.0157
O 3.9792 0.8392 21.0658 -0.0261 0.0127 0.0295
O 0.3388 5.3304 10.9264 0.0017 -0.0045 0.0251
O 6.6956 1.5703 9.6347 -0.0001 -0.0009 0.0183
O 4.7796 8.7091 14.6753 0.0015 0.0007 0.0138

Results
free energy: -135405.154 eV
free energy less fixed offsets of O -568.88, P -755.39, Si -635.61 eV per atom: 0.856 eV

The program warned: the cutoff lies below the one the program advises for these potential files; the forces do not sum to zero within the program's tolerance; the exchange-correlation potential is rough where the density is thin.
